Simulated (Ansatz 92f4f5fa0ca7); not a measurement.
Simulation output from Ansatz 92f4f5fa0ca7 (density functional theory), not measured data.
Periodic cell of 375 atoms, Si241O134, from a study of silicon, its oxide and their interface. The atomic structure is a simulated model.
Doubt: the cutoff is far below the 930 eV that the study's wrapper takes by default for these files, so forces and energies are approximate.

Settings: functional PBE; potential files Ansatz PAW; basis plane waves; wave-function cutoff 580 eV; density cutoff ratio 5; exchange-correlation grid ratio 1; k mesh 1 x 1 x 1, Gamma-centred; self-consistency stop 5e-08 eV per atom in the density residual; occupations fixed; spin none; net charge 0.

Cell vectors (angstrom)
a 11.6015 0 0
b 0 13.3963 0
c 0 0 42.6665

Atoms and the computed forces on them: element, x, y, z (angstrom), force x, y, z (eV/angstrom)
Si 0 2.2327 1.1851 -0.0134 0.08 0.0054
Si 3.8672 2.2327 1.1851 -0.0243 0.0606 0.0097
Si 7.7343 2.2327 1.1851 -0.0027 -0.0033 0.0356
Si 1.9336 5.5818 1.1851 0.0426 0.0065 0.0601
Si 5.8008 5.5818 1.1851 -0.0266 0.0412 -0.0558
Si 9.6679 5.5818 1.1851 0.0386 0.0059 0.0179
Si 0 8.9308 1.1851 -0.0076 -0.0181 -0.0036
Si 3.8672 8.9308 1.1851 -0.0387 -0.0507 -0.0156
Si 7.7343 8.9308 1.1851 0.0099 -0.0343 -0.0015
Si 1.9336 12.2799 1.1851 -0.0195 0.0032 -0.1167
Si 5.8008 12.2799 1.1851 0.0432 -0.0076 0.0855
Si 9.6679 12.2799 1.1851 0.0073 -0.0292 0.0477
Si 1.9336 1.1164 1.9745 0.1021 -0.1494 -0.0333
Si 5.8008 1.1164 1.9745 0.002 0.0126 -0.0278
Si 9.6679 1.1164 1.9745 -0.0249 0.0437 -0.0281
Si 0 4.4654 1.9745 -0.1457 -0.1369 -0.0201
Si 3.8672 4.4654 1.9745 0.0859 -0.0131 0.0224
Si 7.7343 4.4654 1.9745 -0.0725 0.016 -0.0554
Si 1.9336 7.8145 1.9745 0.1334 0.0955 0.0074
Si 5.8008 7.8145 1.9745 -0.0019 -0.1245 -0.0081
Si 9.6679 7.8145 1.9745 -0.0555 0.0469 -0.0221
Si 0 11.1635 1.9745 0.173 -0.0355 -0.002
Si 3.8672 11.1635 1.9745 -0.2169 0.0502 -0.0418
Si 7.7343 11.1635 1.9745 0.0502 0.0369 -0.0126
Si 1.9336 1.1164 4.3426 0.2252 -0.3528 -0.0075
Si 5.8008 1.1164 4.3426 0.0405 -0.0238 0.3708
Si 9.6679 1.1164 4.3426 -0.1105 0.1566 0.0965
Si 0 4.4654 4.3426 -0.3665 -0.3471 -0.4591
Si 3.8672 4.4654 4.3426 0.1761 -0.0549 -0.187
Si 7.7343 4.4654 4.3426 -0.2019 -0.0352 0.4477
Si 1.9336 7.8145 4.3426 0.4584 0.173 -0.1993
Si 5.8008 7.8145 4.3426 -0.1914 -0.2626 -0.3225
Si 9.6679 7.8145 4.3426 -0.1123 0.0756 -0.1642
Si 0 11.1635 4.3426 0.4243 -0.1502 -0.1802
Si 3.8672 11.1635 4.3426 -0.5823 0.0753 0.1192
Si 7.7343 11.1635 4.3426 0.1194 0.1451 -0.0892
Si 0 0 38.326 -0.0767 0.1722 -0.1182
Si 3.8672 0 38.326 -0.0567 0.3777 0.5299
Si 7.7343 0 38.326 0.5414 0.0613 0
Si 1.9336 3.3491 38.326 0.0595 0.0612 -0.2925
Si 5.8008 3.3491 38.326 -0.18 0.4918 -0.133
Si 9.6679 3.3491 38.326 -0.2245 0.0715 -0.3948
Si 0 6.6981 38.326 0.2976 -0.2108 0.1115
Si 3.8672 6.6981 38.326 0.2836 -0.1845 -0.3483
Si 7.7343 6.6981 38.326 -0.2545 -0.145 -0.2109
Si 1.9336 10.0472 38.326 -0.5215 0.0871 0.3488
Si 5.8008 10.0472 38.326 0.0409 -0.2581 0.2362
Si 9.6679 10.0472 38.326 0.2427 -0.12 0.2855
Si 0 0 40.6941 -0.009 0.0536 -0.0117
Si 3.8672 0 40.6941 -0.027 0.1402 -0.0077
Si 7.7343 0 40.6941 0.1903 0.0114 0.0451
Si 1.9336 3.3491 40.6941 0.0419 0.0491 0.0182
Si 5.8008 3.3491 40.6941 -0.0687 0.2115 0.0084
Si 9.6679 3.3491 40.6941 -0.0915 0.0319 0.0309
Si 0 6.6981 40.6941 0.1037 -0.0453 0.0128
Si 3.8672 6.6981 40.6941 0.1226 -0.069 0.0489
Si 7.7343 6.6981 40.6941 -0.0893 -0.0521 0.0071
Si 1.9336 10.0472 40.6941 -0.2004 0.0295 0.0124
Si 5.8008 10.0472 40.6941 -0.0005 -0.1194 -0.0078
Si 9.6679 10.0472 40.6941 0.0931 -0.0657 0.0151
Si 0 2.2327 41.4835 0.0214 -0.0781 -0.0523
Si 3.8672 2.2327 41.4835 0.026 -0.0648 0.0229
Si 7.7343 2.2327 41.4835 -0.005 -0.006 -0.0507
Si 1.9336 5.5818 41.4835 -0.043 -0.0091 -0.0065
Si 5.8008 5.5818 41.4835 0.0192 -0.042 0.0772
Si 9.6679 5.5818 41.4835 -0.0277 0.0009 -0.0502
Si 0 8.9308 41.4835 0.011 0.0217 0.0698
Si 3.8672 8.9308 41.4835 0.0303 0.0546 -0.0458
Si 7.7343 8.9308 41.4835 -0.0027 0.034 -0.013
Si 1.9336 12.2799 41.4835 0.0108 -0.0078 0.0216
Si 5.8008 12.2799 41.4835 -0.0514 -0.0021 -0.0781
Si 9.6679 12.2799 41.4835 0.0056 0.0234 0.0171
Si 1.3033 3.3904 23.2205 -0.0054 -0.0124 -0.0157
Si 0.6853 6.6185 32.2039 0.0599 -0.1251 0.0171
Si 2.0997 5.344 30.8689 0.055 -0.1349 0.0719
Si 6.7314 7.9285 19.3683 0.0079 -0.013 -0.0017
Si 4.8978 1.0713 32.2954 -0.0057 -0.0059 0.0743
Si 10.8792 1.8769 29.4941 0.0638 0.0337 0.0246
Si 3.9036 10.4934 32.3898 -0.0621 0.0938 0.1007
Si 3.9387 9.2099 34.4323 0.0535 -0.0193 -0.034
Si 12.8391 2.2723 31.7525 0.032 0.0965 -0.0609
Si -1.6499 6.2225 31.8896 0.0531 0.008 -0.0465
Si 6.0608 5.638 23.1783 0.01 0.018 0.0014
Si 9.3582 11.5217 30.4765 0.0256 -0.0346 0.1146
Si 3.6308 0.2238 28.8297 0.0465 -0.0549 -0.1218
Si 4.6106 8.2858 24.1443 0.0219 0.0499 0.0535
Si 7.9295 2.2635 29.8362 0.0737 0.0301 -0.1277
Si 1.7052 5.8225 34.3233 -0.0053 0.007 -0.0237
Si 0.6105 10.5805 26.07 -0.0245 0.0101 -0.0195
Si 5.6871 -1.1838 32.518 0.0404 -0.0083 0.0357
Si -2.5296 13.0767 28.7375 -0.0268 0.0533 -0.1734
Si 5.6445 5.7199 34.139 -0.017 0.0122 0.0103
Si 5.1395 9.2213 30.9969 0.2967 -0.2241 -0.2409
Si 0.3017 15.7134 34.1461 -0.0254 0.0043 0.0072
Si 2.0612 11.9809 32.0467 0.0243 0.0145 0.0217
Si 13.448 13.4943 26.2335 -0.0042 -0.0362 -0.0007
Si 5.1179 6.024 31.7929 -0.1493 0.0936 -0.2118
Si 4.0839 2.1094 34.3505 -0.0069 0.0214 -0.0062
Si 7.7819 2.2874 34.251 0.0238 0.0326 0.0847
Si 2.95 0.6318 31.087 -0.0669 0.0086 0.0559
Si 11.5301 8.901 32.3023 -0.0754 0.0192 -0.06
Si 11.8131 10.843 30.9156 -0.0087 -0.0207 -0.0219
Si -2.408 8.4133 32.335 0.0883 -0.0319 0.0542
Si 7.984 8.8946 34.3815 -0.0246 0.0218 0.0093
Si 9.6022 5.507 34.2176 0.0043 0.0761 0.0078
Si 1.8514 12.3085 34.417 -0.0126 0.0062 -0.0142
Si 5.7779 12.2894 34.8261 0.0467 0.0551 -0.0604
Si 9.4202 12.4173 34.3019 -0.0236 0.0376 0.023
Si 2.0612 1.1335 35.1592 0.016 0.0147 0.01
Si 5.9877 1.1676 35.3619 -0.0243 0.001 -0.0527
Si 9.8078 1.2589 34.9977 -0.0009 -0.002 0.0032
Si -0.0556 4.4686 35.1225 0.0153 -0.0078 -0.011
Si 3.7466 4.5053 34.932 0.0164 -0.0058 -0.0066
Si 7.5889 4.5439 34.9872 0.0177 -0.0366 -0.0216
Si 2.0573 7.9808 35.2439 -0.0199 -0.0563 0.0076
Si 5.8736 7.9194 35.0266 -0.017 -0.027 0.0065
Si 9.7958 7.7057 35.2728 -0.0093 -0.0408 0.0015
Si -0.1726 11.299 35.1233 0.0146 -0.013 0.0222
Si 3.765 11.2871 35.4309 -0.0529 0.0007 -0.0481
Si 7.7428 11.1121 35.3089 0.0401 -0.013 -0.0568
Si 1.9442 1.115 37.5314 -0.0014 0.0119 -0.009
Si 5.8223 1.1304 37.6523 -0.0208 -0.0017 0.0205
Si 9.6967 1.145 37.45 -0.0097 -0.0177 -0.027
Si -0.0118 4.4518 37.5138 0.0037 0.0132 -0.0081
Si 3.8404 4.4639 37.4173 0.0224 0.0099 -0.0028
Si 7.7111 4.4717 37.4445 0.0289 0.0105 -0.0004
Si 1.9593 7.8282 37.5812 -0.0109 -0.005 -0.0114
Si 5.8105 7.8287 37.4597 -0.0047 0.0026 0.005
Si 9.682 7.7852 37.6002 -0.0312 0.0292 -0.0005
Si -0.0304 11.1932 37.5097 0.0123 -0.0073 0.001
Si 3.8497 11.1777 37.7009 0.0145 -0.0353 0.0412
Si 7.74 11.1421 37.6187 0.0008 0.019 0.0249
Si -0.0098 -0.0091 5.0923 0.0242 -0.0083 -0.0258
Si 3.8988 -0.0132 5.2167 -0.0226 -0.0007 -0.0032
Si 7.7465 0.0025 5.1586 -0.0237 -0.0473 0.0057
Si 1.9246 3.3445 5.0262 0.0084 -0.0035 0.0024
Si 5.7769 3.3427 5.1929 -0.0126 0.0295 -0.0099
Si 9.6459 3.3556 5.1896 0.04 0.0128 -0.0121
Si 0.0229 6.686 4.973 -0.0555 0.0008 0.0018
Si 3.8737 6.6741 5.1464 0 0.0473 0.021
Si 7.7242 6.7167 5.1357 -0.072 -0.0274 -0.0339
Si 1.921 10.0078 5.2463 0.0505 0.0085 0.0248
Si 5.7793 10.0425 4.9987 0.027 -0.0096 -0.0269
Si 9.6928 10.0652 5.0844 -0.0189 -0.0584 0.0353
Si 0.0725 -0.025 7.4242 -0.0561 -0.0168 0.0932
Si 3.9413 -0.1458 7.6526 0.0733 -0.001 -0.0313
Si 7.8198 -0.1069 7.5492 0.0361 0.0378 0.0598
Si 1.8233 3.2713 7.3211 -0.0665 0.0344 0.0294
Si 5.5949 3.153 7.6034 0.0547 -0.0008 0.047
Si 9.52 3.3504 7.5969 -0.0524 -0.0487 0.0563
Si 0.0587 6.5741 7.2529 0.0937 0.1328 -0.0413
Si 3.8732 6.5455 7.5229 0.0162 0.0373 -0.0031
Si 7.9888 6.9567 7.4571 0.3702 0.5777 -0.1973
Si 1.9152 9.8426 7.7216 0.0205 -0.0514 -0.0296
Si 5.7535 9.9697 7.2872 -0.0264 0.0263 0.0115
Si 9.8481 10.1466 7.4147 -0.0963 0.0519 0.0398
Si -0.0943 2.1958 8.1748 0.0394 0.0205 -0.092
Si 3.5832 2.1057 8.3397 0.0415 0.0705 0.058
Si 7.5883 2.1314 8.3758 0.0196 -0.0109 -0.0584
Si 1.898 5.4584 8.1627 0.002 -0.0676 0.0343
Si 5.2798 5.1414 8.8261 -0.1263 -0.0151 0.1366
Si 9.7743 5.6685 8.1871 -0.0795 -0.005 0.0732
Si 0.1681 7.5422 13.2941 0.0982 0.0394 0.1112
Si 3.9931 8.7646 8.3732 -0.0774 0.0123 -0.0678
Si 6.7329 9.0068 11.5651 0.094 0.088 -0.0461
Si 0.2562 10.4286 12.1284 0.0467 -0.0171 -0.0192
Si 5.977 12.0217 8.3626 -0.0848 0.0762 0.0128
Si 9.8341 12.2843 8.4087 0.0569 0.0469 -0.1219
Si -5.0472 1.8066 11.3023 -0.0014 0.0202 0.0598
Si 2.6461 2.6537 10.5284 0.0157 -0.0191 -0.0133
Si 12.0513 1.8107 10.4141 0.0038 -0.0034 0.0671
Si -3.2442 7.3498 11.0641 0.0857 -0.1627 -0.0525
Si 4.4138 9.2892 17.9518 -0.0083 -0.0191 -0.0011
Si 4.9709 7.972 10.4067 -0.1997 -0.1138 -0.101
Si 5.2828 4.5144 12.5878 -0.0137 -0.1169 0.0832
Si 4.8883 11.5369 19.9841 -0.0056 0.02 0.0178
Si 9.2971 8.6273 15.1781 0.0378 -0.0332 0.0613
Si 3.8806 14.3462 11.6368 0.0423 -0.0529 0.0012
Si 8.1857 5.5773 12.5809 -0.0949 -0.1161 0.2114
Si 13.0425 11.424 14.7763 -0.0086 -0.0068 0.0124
Si 6.7818 6.782 9.3667 -0.1794 -0.4116 0.1835
Si 4.3907 -2.5316 15.1543 -0.0392 0.0305 0.0256
Si 4.6582 0.6091 14.772 -0.0122 0.0476 0.0166
Si -4.6456 10.1622 13.547 -0.0252 0.1193 0.185
Si -0.1271 8.65 8.305 0.0637 0.0141 0.0293
Si 9.056 3.4436 16.7949 -0.0022 0.0165 -0.0294
Si 7.8216 9.2847 8.0786 0.1834 -0.2615 -0.0905
Si 9.3593 11.6461 10.7055 0.1132 -0.0277 0.052
Si 4.7816 5.034 15.6198 0.0077 0.0373 -0.0572
Si 1.9203 14.4006 15.8763 0.004 0.0387 0.0018
Si 0.0672 5.8662 11.6045 0.0028 -0.0286 -0.0315
Si 8.6635 8.9584 23.2186 0.002 0.0615 0.0294
O 6.9514 17.1153 20.1835 0.0084 0.0008 0.0134
O 4.2479 10.2424 19.2492 0.001 -0.0197 -0.0169
O 8.7138 -10.4307 18.3194 0.0082 0.0102 -0.0053
O 31.4942 9.6703 14.3969 -0.0752 0.0165 -0.0888
O 22.1374 2.6338 21.198 0.0084 0.033 0.0004
O 14.2072 -10.6341 23.9459 0.0121 -0.0158 -0.0007
O 12.1676 9.0692 18.0713 -0.0067 0.0066 -0.0013
O 5.5877 5.4925 21.6178 0.0045 -0.0035 0.0119
O -15.6653 15.5487 10.0545 -0.0073 -0.0003 0.0232
O 1.6607 0.956 17.4906 0.002 -0.0069 -0.034
O 4.2358 14.2189 13.222 -0.037 -0.0063 -0.04
O -6.8349 4.8092 19.0912 0.0003 0.0219 0.0338
O 21.7101 22.8176 16.3421 -0.0322 -0.015 -0.0336
O 6.107 14.6693 15.0793 -0.0115 -0.0159 -0.0011
O 28.7381 10.0287 14.3573 0.0806 -0.0239 -0.0724
O 8.3751 12.0131 19.029 0.0084 0.0092 0.0065
O 17.4129 11.0339 21.2449 -0.018 0.005 -0.0212
O 18.226 9.8857 31.3729 -0.1381 -0.0693 -0.0213
O 0.9601 2.1179 15.1954 -0.044 0.0545 0.0222
O -13.8448 5.2301 25.3962 0.0106 -0.0169 0.0175
O -2.5313 21.6792 21.7878 -0.0023 -0.0237 -0.0291
O -2.6787 20.4542 27.9022 -0.009 -0.0148 0.0466
O 16.1373 22.5865 22.7748 -0.016 -0.0036 -0.0063
O 17.4395 3.0962 11.9905 -0.0231 0.0332 -0.0437
Si 4.661 3.7964 17.7779 0.0066 -0.002 -0.0361
Si 15.0643 1.3682 23.9042 0.0016 -0.0201 -0.0326
Si 13.634 -8.3636 10.5039 -0.0602 0.0873 0.0513
Si -3.5153 9.4833 30.6702 -0.2884 0.0168 -0.0297
Si 11.1835 12.9316 21.822 -0.0045 -0.0195 -0.0156
Si 7.2383 -13.6873 18.6204 0.011 -0.0027 0.008
Si 7.6005 0.9267 15.6454 -0.0177 0.0419 0.0177
Si 6.113 4.7805 29.1947 0.0139 0.078 0.045
Si -4.3162 -16.1546 9.9931 0.0655 -0.0497 -0.0011
Si 0.1948 3.4716 20.5151 -0.0152 -0.0188 -0.0018
Si 0.0907 -9.9072 15.2145 0.0216 -0.0267 -0.0071
Si -3.5945 -1.0803 25.9072 -0.0468 -0.0611 -0.0668
Si 0.0629 -4.3725 34.6148 -0.0195 0.0327 0.0006
Si 10.545 3.8975 12.2621 -0.011 0.0468 0.103
Si 0.2555 6.5747 20.3891 -0.0178 -0.0032 -0.0187
Si -5.9779 3.1122 24.8141 0.0265 -0.0049 0.0133
Si 8.4053 1.867 24.9437 0.0101 -0.0397 -0.0051
Si 4.1805 5.7305 10.8814 -0.1106 -0.0693 0.0207
Si 10.5267 15.0915 22.5881 0.018 -0.0813 -0.072
Si 1.8419 6.1701 15.5004 0.0199 0.0176 0.0052
Si 6.0314 5.0821 20.1069 -0.0204 -0.0033 -0.0285
Si 7.8272 -7.3854 15.5965 -0.0773 -0.0276 0.0085
Si 1.8498 7.8636 25.439 0.0139 0.0254 -0.0091
Si 12.8517 10.009 28.8953 0.0766 0.0151 -0.0857
Si 11.3567 -3.2781 17.1178 0.0142 0.0145 0.0183
Si -1.1508 -6.3035 9.9781 -0.0101 0.0505 -0.0122
Si 7.2484 14.9588 32.0164 -0.0335 -0.0396 -0.0089
Si 1.709 -0.9031 10.4735 -0.0039 -0.0186 0.1628
Si 9.487 -4.7966 20.2513 -0.0014 0.0097 0.012
Si 5.8708 9.933 26.5981 -0.0281 0.0737 -0.0127
Si 11.9187 6.2707 23.3485 -0.0106 0.0026 -0.0098
Si 1.617 7.8177 18.0635 -0.0017 -0.0108 -0.0245
Si 8.1101 12.6598 32.2293 0.0463 -0.0356 -0.0407
Si 9.0014 19.4994 24.0602 -0.0132 0.0418 -0.0025
Si 13.5519 12.1605 8.2081 0.0011 0.0313 -0.0822
Si 18.9975 20.9552 28.1922 -0.0718 0.0434 0.0783
Si 2.0952 2.019 18.6595 0.0155 0.0243 0.0027
Si 9.9026 -1.839 19.3703 0 0.0341 0.0416
Si 0.9748 2.8311 27.0868 -0.0219 -0.0222 0.0133
Si 1.3356 20.325 28.4028 0.0132 -0.0011 0.0024
Si -3.5274 13.0741 13.0292 -0.0736 0.1276 0.0084
Si -4.3564 2.6507 18.9808 -0.0285 0.0014 -0.0178
Si -1.7283 19.3518 28.6677 0.041 -0.0275 -0.0432
Si 27.3339 3.0787 27.6497 -0.0102 0.0011 0.0128
Si 2.6736 13.4934 21.1193 -0.0169 -0.0366 0.0017
Si 10.0111 4.0784 26.3557 -0.0165 -0.0116 -0.0083
Si 15.9658 10.677 28.3568 0.0101 -0.0116 -0.0093
Si 5.901 9.5592 21.9433 0.0208 0.0076 0.043
Si 9.9522 10.8101 23.9372 -0.0002 0.0066 -0.0064
O 3.3714 14.0667 22.4584 -0.0017 0.0221 0.0357
O 20.3383 -19.0765 24.3188 0.0082 -0.0593 0.0069
O 14.0495 -0.0792 27.7334 0.0363 0.0218 0.0502
O 5.8047 21.8288 18.1164 -0.0119 0.0085 0.0058
O 14.8354 -10.3821 18.021 -0.038 -0.0281 0.0245
O 0.0352 15.8085 23.573 0.0273 0.0437 0.0375
O 9.5809 19.1599 30.2887 0.0176 0.0465 0.0038
O -4.0707 8.4062 29.5662 0.0958 -0.036 -0.1231
O 11.3855 6.4718 28.3971 -0.0319 -0.0056 0.015
O 14.7587 -18.5165 17.8744 0.0095 0.0122 0.0204
O 5.6522 7.0681 23.8398 -0.0058 -0.0217 -0.0079
O 8.3665 2.354 15.7959 0.0134 -0.0056 0.024
O 11.9366 2.7072 28.5853 -0.0257 -0.0317 -0.0098
O -2.0831 -10.7097 29.8801 -0.0533 -0.0083 0.0206
O 12.4486 10.666 16.0682 -0.0003 0.0121 -0.0156
O 1.5909 12.9976 15.1358 -0.0032 -0.0195 0.012
O 8.9244 -9.2185 12.0796 -0.0041 0.0369 -0.065
O 15.1971 25.6993 20.5568 -0.0018 0.0189 0.0118
O 12.9663 11.0173 11.098 -0.0032 0.0126 -0.0045
O 4.8774 -3.8797 29.3987 0.0223 0.0042 0.2411
O -6.8618 -9.1344 14.1391 -0.019 -0.024 -0.0033
O 14.6016 13.7601 25.1052 -0.0088 0.0088 -0.0001
O 22.577 2.5602 11.4241 -0.0016 -0.0184 -0.0153
O 0.4881 0.1818 10.8133 -0.0051 0.0328 0.0014
O 34.001 11.6727 22.8169 -0.0093 0.0117 0.0074
O 12.3837 6.8773 21.9084 -0.0041 -0.0061 0.0143
O 1.4346 8.3906 29.1332 -0.0356 -0.0554 0.0004
O 12.8036 -0.4508 21.5485 0.0247 0.0202 0.0107
O 0.2148 23.731 27.6445 -0.0112 -0.0003 0.0404
O 14.3209 37.3458 28.3619 -0.0795 -0.0127 0.0371
O 6.182 19.3242 15.6381 0.0765 0.0023 0.0354
O 1.7556 -3.9157 25.6724 -0.006 -0.0287 -0.0023
O 7.8831 14.2324 28.9588 -0.0274 0.002 0.0672
O -8.0009 5.4346 31.5284 0.1412 0.0846 0.0448
O -4.3008 1.0993 19.5002 0.0015 -0.0069 -0.0012
O 15.1057 14.7527 15.652 0.0018 -0.0311 -0.0059
O 15.0716 19.4349 15.5978 -0.0616 0.0036 0.0214
O 10.6586 3.5151 16.4855 -0.0097 -0.007 -0.0227
O 14.6753 -13.8151 11.2425 -0.0139 0.0046 -0.0001
O 5.7841 12.4185 18.9349 0.0009 -0.0029 0.0104
O 0.5748 7.3415 24.5506 0.0271 0.0023 0.0177
O -5.4986 5.1647 30.7892 -0.0618 0.0449 0.0603
O 7.3415 -12.3828 12.4672 0.0123 -0.0867 -0.0123
O 15.9981 23.6408 16.6492 0.0044 0.0241 -0.0573
O 27.9776 -14.3501 15.2104 -0.0188 -0.0391 0.01
O 8.5567 -7.7279 14.1788 -0.0091 0.0328 -0.1555
O -1.6184 23.5418 20.1831 0.0005 0.0048 -0.0094
O -15.9746 -10.4376 24.77 -0.0468 0.012 -0.0038
O 7.132 -9.9056 29.0712 -0.0156 -0.019 0.0369
O 32.0803 11.816 24.6356 -0.0149 0.0233 0.037
O -0.8255 11.3647 18.0038 0.0096 -0.0137 -0.0155
O 30.9134 0.495 25.5272 0.0145 -0.0077 0.0141
O 5.3106 -12.5368 10.7947 -0.0036 0.0176 -0.0031
O -16.6417 -21.2846 12.6436 0.1112 0.0782 -0.0402
O 23.592 11.2591 13.5366 -0.0028 -0.0089 -0.022
O 10.5129 12.7095 20.3414 -0.0138 -0.0285 -0.0178
O 23.9496 -10.5703 19.1225 0.0086 -0.0021 0.0005
O 2.6614 14.6285 19.9581 -0.0055 0.0109 -0.0042
O 12.4641 -11.9957 26.2879 0.0077 0.037 0.0115
O 5.069 -4.0906 25.3274 -0.0241 -0.0408 -0.0395
O 8.3965 18.3232 16.6641 0.0093 0.0095 -0.0033
O 14.1443 3.2744 27.2696 0.0369 -0.0041 -0.003
O 20.7448 15.0365 23.4816 -0.0486 0.0223 0.0518
O 12.7333 4.916 23.7399 0.0013 0.0028 -0.0007
O 4.6313 -1.1215 28.7885 -0.0197 0.0542 0.0152
O 5.9991 2.8102 17.8888 0.0337 -0.0223 0.0192
O 11.6618 3.9368 26.2818 0.0108 -0.0045 0.0163
O -1.205 -5.4517 14.1456 0.0202 -0.0013 -0.0246
O 16.6459 16.631 26.3211 -0.0191 -0.0036 0.0163
O 9.4232 15.9735 26.0257 0.0154 0.0239 0.0081
O 22.2106 7.4946 19.8962 0.0065 -0.0062 0.013
O 5.0155 15.1739 24.1113 -0.0233 0.0072 0.0078
O 19.0551 13.4811 17.0426 0.0037 0.0084 -0.0184
O 12.1946 -4.5324 12.416 -0.0141 0.0027 0.0003
O 27.849 17.6443 28.6792 0.0145 -0.0106 -0.0285
O 8.2468 8.4969 19.1973 -0.0069 0.0002 0.0093
O 7.6911 5.502 23.2935 -0.0075 -0.0095 0.0034
O -0.7625 16.9762 13.8404 0.01 -0.0058 0.0037
O 1.9097 7.0612 26.8714 -0.0339 -0.0118 0.0272
O 1.5172 20.3695 19.4471 0.0029 0.0062 -0.0016
O 14.5088 -2.6445 14.4498 0.0296 0.0104 0.0354
O 18.4123 8.6414 27.0977 0.0661 -0.138 0.1069
O -16.0581 22.9612 23.0149 -0.028 -0.0039 -0.0286
O 11.582 14.9761 30.9302 0.0229 -0.0071 0.0032
O 13.7719 -7.5809 29.2796 -0.0735 0.0343 -0.0108
O 27.601 -11.7993 28.319 -0.0096 0.0078 -0.0036
O -17.0948 35.2237 20.7885 -0.0029 -0.0065 -0.0106
O 16.8841 4.4779 24.007 -0.0039 -0.0112 0.0079
O 7.1016 25.1585 13.1548 0.0502 -0.0681 -0.0155
O -23.4217 5.0185 20.2235 0.0005 -0.0025 0.0217
O -20.005 -19.1934 24.5669 -0.024 0.002 0.0082
O 12.761 -8.6832 15.2816 -0.0223 0.0159 0.0038
O 1.439 20.5884 14.2865 -0.1268 -0.0125 -0.0231
O 9.2498 26.1582 11.9373 -0.0206 -0.0422 -0.0218
O 12.6836 25.517 25.815 0.0052 0.0185 0.0003
O -1.2012 -2.8679 11.381 -0.059 0.035 0.0186
O 1.4468 3.4226 21.5878 -0.013 0.0031 0.0182
O -4.8502 -2.1295 26.1263 0.031 0.0518 -0.001
O -2.7475 -1.0744 27.3021 0.0363 0.0247 0.1199
O -1.9575 4.5382 27.88 0.0272 0.0761 0.0476
O 10.9393 -3.1214 25.1182 0.0355 -0.0001 0.0276
O 8.4928 0.052 14.571 0.0083 -0.0296 -0.0374
O -4.7384 -7.0881 19.4251 0.0029 0.0101 0.0126
O 12.8271 20.1947 16.8614 0.0157 -0.0284 -0.0627
O 5.1296 20.9988 31.3009 0.0065 -0.008 0.0756
O 18.1046 32.9562 28.3646 0.0514 0.0216 -0.0075
O 13.224 -9.6334 31.098 -0.0339 0.0663 0.013
O 10.3348 5.9341 23.1384 0.0057 -0.0042 0.006
O 8.3513 7.5202 15.9345 0.0086 0.0345 0.0014
O 22.1148 27.2831 28.7097 -0.0224 -0.0253 0.0155

Results
free energy: -229408.346 eV
free energy less fixed offsets of O -568.88, Si -635.61 eV per atom: 3.584 eV

The program warned: the cutoff lies below the one the program advises for these potential files; the forces do not sum to zero within the program's tolerance; the exchange-correlation potential is rough where the density is thin.
